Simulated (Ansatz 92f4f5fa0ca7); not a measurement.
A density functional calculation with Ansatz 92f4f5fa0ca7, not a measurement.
Periodic cell of 273 atoms, Si166O106B1, from a study of silicon, its oxide and their interface. The atomic structure is a simulated model.
Doubt: the cutoff is far below the 930 eV that the study's wrapper takes by default for these files, so forces and energies are approximate.
This geometry differs little from another in the collection (a relaxation step or a small displacement).

Settings: functional PBE; potential files Ansatz PAW; basis plane waves; wave-function cutoff 580 eV; density cutoff ratio 5; exchange-correlation grid ratio 1; k mesh 1 x 1 x 1, Gamma-centred; self-consistency stop 5e-08 eV per atom in the density residual; occupations fixed; spin none; net charge -1 e, with a uniform compensating background and no finite-size correction.

Cell vectors (angstrom)
a 11.6015 0 0
b 0 13.3963 0
c 0 0 29.8085

Atoms: element, x, y, z (angstrom)
Si 11.5544 0.1752 22.9095
Si 3.9216 0.149 23.0417
Si 7.6689 0.1174 23.1495
Si 2.0743 3.4582 22.8858
Si 5.9069 3.6948 22.9982
Si 9.7638 3.5421 23.0374
Si 11.6706 6.8597 23.0741
Si 3.9613 7.0396 23.2008
Si 7.8034 6.8935 23.2544
Si 2.0434 10.2326 23.263
Si 5.8651 10.0923 23.327
Si 9.8453 10.0771 23.2432
Si 11.7008 2.3833 23.7499
Si 4.0055 2.4047 23.7456
Si 7.7897 2.4156 23.7697
Si 2.0373 5.7084 23.7113
Si 5.8416 5.8158 23.9953
Si 9.7465 5.7344 23.9197
Si 11.7597 9.0199 24.0415
Si 3.9114 9.1325 24.2172
Si 7.8545 9.0807 24.0611
Si 1.9171 12.501 23.8196
Si 5.7837 12.3697 23.9537
Si 9.684 12.3894 23.7871
Si 11.6469 2.2923 26.1654
Si 3.9239 2.3019 26.156
Si 7.7583 2.318 26.1791
Si 1.9837 5.6266 26.1539
Si 5.8262 5.6769 26.3379
Si 9.7098 5.6515 26.2941
Si 11.6726 8.9601 26.3726
Si 3.893 9.0099 26.5151
Si 7.7961 8.9931 26.3931
Si 1.9239 12.3665 26.2282
Si 5.8104 12.318 26.3192
Si 9.6869 12.3298 26.1919
Si 1.979 1.1903 26.9994
Si 5.832 1.1813 27.0189
Si 9.6909 1.1731 26.9767
Si 11.6527 4.5069 27.007
Si 3.8926 4.5033 27.0166
Si 7.7595 4.5193 27.0588
Si 1.9702 7.8019 27.1328
Si 5.8543 7.8829 27.181
Si 9.7217 7.8639 27.1448
Si 11.6034 11.2184 27.063
Si 3.8516 11.2716 27.1295
Si 7.7799 11.229 27.1031
Si 1.9478 1.1105 29.3866
Si 5.802 1.1197 29.4081
Si 9.655 1.1075 29.3773
Si 0.0113 4.4503 29.3969
Si 3.8734 4.4444 29.3872
Si 7.7238 4.4654 29.4291
Si 1.938 7.7723 29.4829
Si 5.8357 7.831 29.5285
Si 9.6874 7.8461 29.5011
Si -0.0447 11.1331 29.4416
Si 3.8608 11.197 29.4785
Si 7.8018 11.1453 29.4701
Si -0.0048 -0.018 0.3446
Si 3.873 0.0143 0.4529
Si 7.7153 -0.0243 0.4005
Si 1.9458 3.3244 0.3676
Si 5.7899 3.3316 0.4266
Si 9.6536 3.3355 0.3704
Si -0.0134 6.6635 0.427
Si 3.891 6.6576 0.4002
Si 7.7693 6.683 0.4494
Si 1.9214 10.0426 0.3839
Si 5.8258 10.0967 0.4292
Si 9.6797 10.0251 0.6556
Si 11.5018 -0.1226 2.7037
Si 3.8443 -0.062 2.8418
Si 7.7135 -0.1676 2.7779
Si 1.9076 3.2633 2.7247
Si 5.7756 3.2666 2.8226
Si 9.6011 3.2937 2.7456
Si 11.5481 6.6922 2.7808
Si 3.8706 6.5912 2.7459
Si 7.767 6.7056 2.8096
Si 1.8708 9.9789 2.7411
Si 5.8731 10.0266 2.7961
B 9.6843 9.9608 2.7297
Si 11.5388 2.1442 3.4069
Si 3.8124 2.1455 3.6521
Si 7.7014 2.0618 3.5426
Si 1.8789 5.5083 3.4646
Si 5.8354 5.5391 3.5708
Si 9.6545 5.5126 3.607
Si 11.3922 8.9974 3.4406
Si 3.8909 8.8559 3.4072
Si 7.9553 9.0078 3.4522
Si 1.8531 12.2191 3.5183
Si 5.7618 12.2102 3.7469
Si 9.626 11.9252 3.4024
Si 11.4771 2.151 5.7288
Si 3.7292 2.0248 6.0682
Si 7.6135 1.96 5.9134
Si 1.8793 5.4042 5.7963
Si 5.8098 5.463 5.9398
Si 9.6234 5.4485 6.0062
Si 11.6085 8.8078 5.8293
Si 3.9132 8.783 5.7252
Si 7.7982 8.8291 5.8447
Si 1.7721 12.1479 5.8924
Si 5.7288 12.11 6.2476
Si 9.5874 12.0733 5.7782
Si 1.6304 0.9644 6.7091
Si 5.6729 0.9795 7.0021
Si 9.639 0.902 6.537
Si 11.571 4.3106 6.6977
Si 3.8274 4.3178 6.5498
Si 7.7007 4.1724 6.6176
Si 2.0008 7.6432 6.4611
Si 5.8524 7.7478 6.653
Si 9.7179 7.7203 6.706
Si 11.4399 10.9753 6.7487
Si 3.6563 10.9367 6.6265
Si 7.7763 10.9666 6.8428
O 9.9018 7.8995 8.3761
O 9.9102 0.7689 8.1911
O 1.0383 0.9142 8.3023
O 3.086 10.5764 8.1496
O 5.8518 7.9204 8.3258
O 5.6073 1.1807 8.6949
O 3.7657 4.305 8.2016
O 7.6497 3.7251 8.248
O 0.0511 4.2701 8.376
O 11.158 10.9348 8.4103
O 8.1321 10.7719 8.4906
O 2.2798 7.5418 8.088
O 11.4305 0.2006 21.224
O 9.7646 3.6615 21.3688
O 4.1381 7.5495 21.609
O 6.0061 4.1913 21.3804
O 5.7583 9.7508 21.6875
O 2.1516 3.3921 21.199
O 7.3478 13.4343 21.5075
O 4.0198 0.1421 21.3734
O 7.7619 6.9773 21.5998
O 2.1274 10.1746 21.6073
O 11.5581 6.9702 21.4071
O 10.1522 9.6368 21.6485
Si 11.5677 6.4363 11.2759
Si 1.5639 10.3673 16.2473
Si 0.2091 3.6765 9.8846
Si 8.0853 12.8559 20.1864
Si 2.8406 10.4665 9.7388
Si 2.5798 10.3939 20.068
Si 10.3546 3.7108 19.8508
Si 0.2418 12.8042 17.0894
Si 10.8156 0.7008 19.7847
Si 3.1559 7.7498 16.2118
Si 0.3385 6.4895 19.9045
Si 9.3804 2.5304 14.2807
Si 2.898 2.5468 11.028
Si 5.1225 11.9928 15.3547
Si 4.9457 8.6817 20.7401
Si 3.612 -0.3901 11.2772
Si 5.5718 8.8954 14.7698
Si -0.1642 11.311 9.9773
Si 9.4569 10.013 20.2282
Si 3.4643 0.0477 19.8435
Si 7.4621 4.7064 9.5236
Si 2.365 12.3624 14.1562
Si 6.187 0.5929 10.1265
Si 2.8015 2.9054 19.7653
Si 5.7134 4.4579 13.6433
Si 7.4687 0.2197 15.5908
Si 9.6051 11.3452 15.191
Si 1.9794 6.5613 13.5272
Si 2.8365 3.5277 14.0026
Si 11.7101 9.1739 18.4209
Si 11.225 0.8572 9.1604
Si 9.1256 7.3274 9.6864
Si 8.6723 8.5607 14.5586
Si 4.7668 7.1732 12.3171
Si 2.9769 5.6289 18.738
Si 2.5123 7.4166 9.6709
Si 6.273 8.4335 9.8125
Si 4.3214 4.767 9.6341
Si 9.3631 10.4955 12.2591
Si 5.9516 13.0321 17.968
Si 7.9839 4.9388 18.366
Si 8.3011 5.4139 15.2004
Si 7.3344 11.0757 9.8973
Si 5.3928 4.2108 19.8647
Si 0.7787 1.495 15.0331
Si 7.5591 7.5335 20.096
Si 7.6412 2.8009 11.8476
O 3.4489 6.1033 10.0372
O 1.9435 2.6588 15.0734
O -0.3625 12.9401 10.1521
O 8.3651 8.9043 19.8139
O 2.4305 1.3136 19.5236
O 8.1522 5.3122 16.8043
O 2.7423 11.9827 19.7033
O 7.1468 8.7644 15.0919
O 1.2754 0.1883 14.1707
O 4.4051 3.8231 14.4324
O 4.2246 3.4391 10.62
O 10.9477 2.0866 14.4815
O 11.3664 4.8284 10.969
O 10.8355 12.0199 16.0395
O 8.9319 6.9123 14.7659
O 1.7608 3.3459 10.2105
O 8.4545 5.9369 9.1985
O 11.1436 2.2985 19.5379
O 5.4119 7.6107 10.9015
O 11.4219 7.5972 18.7934
O 7.8762 8.2666 10.142
O 10.128 7.1479 10.9657
O 9.2149 4.1173 14.7231
O 8.836 11.4703 20.5271
O 10.5845 10.5161 11.1528
O 8.3545 12.2439 15.742
O 4.4457 2.885 19.8028
O 4.665 0.2243 18.7523
O 10.4901 10.097 18.9764
O 6.7983 0.6942 17.0253
O 0.5013 6.7319 12.8159
O 1.0487 7.1284 10.2977
O 3.1315 7.1662 12.5252
O 3.962 9.5656 19.7887
O 6.7834 5.2019 14.6239
O 0.567 0.916 16.5441
O 1.5403 11.7858 17.1056
O 5.3511 8.329 13.2798
O 2.9789 12.3836 12.648
O 6.4323 3.2092 12.8781
O 2.7893 9.3187 16.5736
O 6.001 7.8933 19.7797
O 1.959 6.3967 19.7511
O 1.4631 9.6869 19.1431
O 9.4687 9.7154 15.4629
O 3.0958 8.8902 10.1738
O 8.9943 9.0393 12.9976
O 2.1497 7.3132 14.9766
O 9.1429 3.8766 18.7809
O 4.7288 7.9081 15.7775
O 7.2417 1.6025 10.8368
O 8.1164 6.3656 19.1267
O 5.9025 5.161 9.6122
O 6.9982 -0.9314 19.0592
O 11.0337 2.2395 10.0444
O 8.9721 2.4012 12.7038
O 9.7106 11.5031 13.5381
O 6.5726 4.2041 18.742
O 6.046 10.0518 9.9497
O 1.356 10.8425 10.273
O 5.1573 10.4781 14.7494
O 1.6854 10.9138 14.6652
O 11.3557 13.0854 18.6154
O 5.4369 11.8513 16.958
O 8.0958 10.9836 11.3497
O 11.3158 5.0107 19.6272
O 8.3624 1.4873 15.0709
O 2.4342 4.047 18.601
O 3.7541 11.6882 10.3334
O 9.181 0.5769 19.7291
O 2.7669 2.6429 12.644
O 3.6357 12.634 15.1502
O 7.9874 4.0952 10.9297
O 5.1173 0.2527 11.3283
O 4.4349 5.4968 19.4745
O 6.1912 13.0699 14.6811
O 3.0551 6.5675 17.3695
O 2.7834 0.9311 10.7129
O 0.2871 9.4548 16.8031
O 5.2349 5.635 12.618
O 2.1285 4.9657 13.7814
O 6.9076 12.6147 9.7114

Results
free energy: -165959.329 eV
free energy less fixed offsets of B -154.04, O -568.88, Si -635.61 eV per atom: 7.251 eV

Forces (eV/angstrom), in the order of the atoms: element, x, y, z
Si 0.004 -0.0018 0.0036
Si -0.0007 -0.0021 0.0038
Si 0.0002 -0.0055 0.0019
Si -0.0027 0.0022 0.0037
Si 0.0006 -0.0014 0.0016
Si -0.0014 0.0013 0.0025
Si -0.002 0.0052 0.0021
Si 0.0016 0.0015 0.0015
Si 0.0014 0.0011 0.0006
Si -0.0018 0.0051 0.002
Si -0.0025 -0.0003 0.0007
Si -0.0029 -0.0007 -0.0004
Si 0.0021 0 -0.0022
Si 0.0008 0.0012 -0.0011
Si 0.0003 0.002 -0.0013
Si 0.0011 -0.0061 -0.0012
Si -0.0003 -0.0023 -0.0005
Si -0.0008 -0.0046 -0.0002
Si 0.0029 -0.0007 0.0025
Si 0.0011 0.0009 -0.0002
Si 0.0025 0.0015 0.0031
Si -0.002 0.0018 -0.0015
Si 0.0016 0.0035 0.0003
Si -0.0016 0.0037 -0.0026
Si 0.0011 0.0036 0.0011
Si -0.0001 -0.0008 -0.0003
Si 0.0001 0.0028 -0.0006
Si -0.0012 0.0051 0.0001
Si 0 0.0036 -0.0004
Si 0.0024 0.0074 -0.0002
Si -0.0015 -0.001 -0.002
Si -0.0012 -0.0016 0.0018
Si 0.0009 -0.0028 -0.0012
Si -0.0014 -0.0025 0.0008
Si 0.0019 -0.003 0.0006
Si 0.0006 -0.0009 0.0004
Si 0.0004 -0.0022 -0.0004
Si -0.0008 -0.0017 -0.0012
Si 0.0006 -0.0001 -0.0017
Si -0.0029 -0.0054 -0.0026
Si 0.0016 -0.001 -0.0039
Si 0.0009 -0.005 -0.0013
Si 0.0022 -0.0001 0.0016
Si 0.0018 0.0015 0.0036
Si -0.0025 -0.0034 0.0013
Si 0.0062 0.003 -0.0019
Si 0.0001 0.0027 0.0051
Si -0.0043 0.0012 -0.0038
Si -0.005 -0.0078 0.0052
Si -0.0032 -0.0049 0.0049
Si -0.008 -0.0061 0.0055
Si -0.0029 0.0005 0.0037
Si -0.0019 -0.0031 0.004
Si -0.0074 0.0022 0.0023
Si -0.0039 0.0015 -0.0045
Si -0.0009 -0.0018 -0.0088
Si -0.0025 0.006 -0.0117
Si -0.0038 -0.0087 -0.0011
Si 0.0047 -0.0099 -0.0038
Si -0.0008 -0.0059 0.0035
Si 0.0093 0.0123 -0.0017
Si 0.0023 0.0066 -0.0082
Si 0.0048 0.0116 -0.0043
Si -0.0004 0.0014 0.0017
Si 0.005 0.0001 -0.0038
Si 0.0076 0.0004 -0.0057
Si 0.0051 -0.0044 -0.0005
Si 0.0026 0.0024 0.0021
Si 0.0004 -0.0047 -0.0009
Si 0.0056 0.004 0.0006
Si -0.01 0.0089 -0.0037
Si 0.0131 -0.0041 -0.0291
Si -0.0043 0.0062 0.0108
Si -0.004 -0.0021 0.0122
Si 0.0007 0.0029 0.0114
Si -0.0038 0.0073 0.0072
Si 0.0045 0.0056 0.0104
Si 0.0028 0.0084 0.0122
Si 0.0044 0.0083 0.0096
Si -0.0037 -0.0017 0.0093
Si -0.0114 0.007 0.0137
Si -0.0266 -0.0144 0.0082
Si 0.005 -0.0051 0.0077
B -0.1423 0.0943 0.0837
Si 0.0079 -0.0035 -0.0101
Si -0.0007 -0.0064 -0.0045
Si -0.0099 -0.0071 -0.0123
Si 0.0043 -0.0041 -0.0066
Si 0.0035 -0.0052 -0.01
Si -0.0015 -0.0102 -0.0079
Si 0.0858 -0.0251 -0.0099
Si 0.005 0.0035 -0.0074
Si 0.0605 0.0194 -0.0406
Si 0.0041 0.0054 -0.005
Si -0.0002 0.0042 -0.0075
Si 0.0113 -0.0841 -0.0429
Si -0.0029 0.0002 0.0008
Si 0.0012 0.0037 0.0002
Si -0.0011 0.0037 0.0038
Si 0.007 -0.0009 0.0004
Si -0.0003 0.0053 0.0038
Si 0 -0.0028 0.0023
Si -0.0102 0.0011 0.0064
Si 0.0031 -0.0091 0.0038
Si -0.0015 -0.0037 0.0079
Si 0.0052 -0.0023 0.0009
Si 0.0028 -0.001 0.0008
Si -0.0024 0.007 0.0044
Si -0.0016 -0.004 -0.0013
Si -0.0036 -0.0019 -0.0008
Si 0.0071 -0.0068 -0.0014
Si -0.0025 0.0054 -0.0019
Si -0.0077 -0.006 -0.0086
Si 0.0046 -0.0043 -0.0056
Si 0.0029 0.0013 -0.0027
Si -0.0034 -0.0018 -0.0065
Si 0.0027 0.0099 -0.0025
Si -0.0028 -0.0031 -0.0006
Si -0.009 0.0083 -0.0024
Si 0.0052 -0.0015 -0.0033
O -0.0019 -0.0041 0.0052
O -0.0003 0.0013 0.0037
O 0.0017 0.0015 0.0012
O 0.0021 -0.0014 0.0007
O 0.0022 0.0016 0.0037
O 0.001 0.0006 0.0007
O 0.0038 0.0029 0.0042
O -0.0017 0.0026 0.0008
O 0.001 -0.0031 0.0028
O 0.0008 0.0005 0.0031
O -0.0022 0.0017 0.0048
O -0.0018 -0.0002 0.0018
O -0.0015 0.0001 -0.004
O 0.0006 -0.0001 -0.003
O -0.0002 -0.0008 -0.0007
O -0.0006 0.0005 -0.0026
O 0.0007 -0.001 -0.0031
O 0.0016 -0.001 -0.0036
O 0.0006 0.0004 -0.0037
O 0.0002 -0.0003 -0.0038
O 0 -0.0002 -0.0007
O 0.0005 -0.0022 -0.0042
O 0.0009 -0.0016 -0.0011
O 0.0003 -0.0007 -0.0023
Si -0.0004 0.0012 -0.0013
Si -0.0006 -0.0002 0.0013
Si -0.0009 -0.0001 -0.0043
Si -0.0003 0.0018 0.0044
Si -0.0005 0.0001 -0.0036
Si 0 0.0005 0.0041
Si -0.0002 -0.0008 0.0038
Si -0.0006 0.0002 0.0027
Si 0.0004 -0.0008 0.0051
Si -0.0003 -0.0004 0.0012
Si -0.0005 -0.0007 0.0019
Si 0.0004 0.0003 0
Si -0.0011 -0.0007 -0.0018
Si 0.0005 0.0003 0.0008
Si 0 0.0014 0.0034
Si -0.0008 -0.0021 -0.0022
Si -0.0002 0.0004 -0.0016
Si -0.0014 -0.0008 -0.0056
Si 0.0002 0 0.0042
Si 0.0004 0.0001 0.0045
Si 0.0022 -0.0011 -0.0022
Si -0.0002 0 -0.0005
Si 0.0001 -0.0003 -0.0033
Si -0.001 -0.0005 0.004
Si 0.0002 0.0003 -0.0006
Si -0.0003 0 0.0016
Si 0 0.0003 0.0001
Si -0.0004 0.0003 -0.0009
Si -0.0003 0.0004 0.0001
Si 0 0.0005 0.002
Si -0.002 -0.0009 -0.0046
Si 0.0026 0.0037 -0.0047
Si -0.0001 0.0001 -0.0007
Si -0.0001 0.0014 -0.0015
Si -0.0003 -0.0001 0.0026
Si -0.0011 0.0014 -0.0059
Si -0.0006 -0.0012 -0.0056
Si -0.0029 -0.0005 -0.0036
Si 0.0002 -0.0005 -0.0021
Si -0.0003 0.0002 0.0036
Si 0.0001 -0.001 0.0032
Si 0.0008 0.0005 0.0011
Si 0.0022 -0.0014 -0.0051
Si 0.0013 -0.0006 0.0036
Si -0.0005 0.0001 0.0004
Si 0.0006 0.0007 0.0022
Si 0.0005 -0.0014 0.0006
O -0.0005 -0.0011 0.0029
O 0.0003 0.0004 -0.0007
O 0.0002 0.0003 0.0014
O -0.0001 -0.0005 -0.0015
O 0.0005 0.0002 -0.0014
O -0.0002 0.0004 -0.0012
O 0.0001 -0.0007 -0.0016
O -0.0005 -0.0001 -0.0006
O 0.0001 -0.0004 0.0002
O 0 0.0001 0.0002
O 0.0008 0.0008 0.0015
O -0.0001 0.0001 0
O 0.0005 -0.0007 0.0003
O -0.0003 0.0001 -0.0004
O -0.0003 0.0006 0
O -0.0001 0.0002 0.0034
O -0.0018 -0.0013 0.0017
O 0.0001 0.0003 -0.0018
O -0.0001 -0.0008 0.0034
O 0.0005 -0.0006 -0.0008
O -0.0007 -0.0001 0.0018
O 0 -0.0008 0.0013
O -0.0002 -0.0001 -0.0003
O 0.0001 -0.0001 -0.0016
O 0.0004 0.0001 0.002
O -0.0003 0.0003 -0.0013
O -0.0001 0.0004 -0.0018
O 0.0006 -0.0002 -0.002
O 0.0002 -0.0002 -0.0013
O 0.0001 -0.0002 -0.0019
O 0.0001 -0.0003 -0.0003
O 0.0007 -0.0003 0.0018
O 0.0009 -0.0001 0.0005
O 0.0005 -0.0005 -0.0012
O -0.0006 0 0.0001
O 0.0001 0.0002 -0.0014
O 0.0005 -0.0002 -0.0016
O -0.0007 -0.0009 0.0002
O 0.0004 0.0007 -0.0001
O 0.0002 0 0.0003
O 0 -0.0002 -0.0009
O 0.0002 -0.0008 -0.0017
O 0.0003 0.0002 -0.0016
O -0.0001 0 -0.0021
O 0 0.0001 -0.0002
O -0.0001 -0.0008 0.0024
O 0.0002 0.0006 0.0008
O 0 -0.0004 -0.0003
O 0 0.0004 -0.0016
O 0.0003 0.0001 -0.0004
O -0.0002 -0.0002 0.0011
O 0 0.0003 -0.0015
O 0 0.001 0.0034
O -0.0002 -0.0004 -0.0021
O 0.0004 0.0014 0.0019
O -0.0009 0.0002 0
O -0.0003 -0.0001 0.0006
O -0.0002 0.0004 -0.0013
O -0.0001 0.0012 0.0019
O 0.0015 -0.0003 0.0011
O 0.0003 -0.0007 0.0003
O 0.0002 0.0002 0.0005
O 0.0002 -0.0005 -0.0026
O -0.0001 0 -0.0015
O -0.0008 0.0004 0.0009
O 0.0003 0.0007 -0.0016
O 0.0002 0.0003 -0.0005
O 0.0004 0.0005 -0.0019
O -0.0006 0.0011 0.0029
O 0 0.0002 -0.0016
O 0.0004 -0.0003 -0.0007
O -0.0005 0.0002 0
O -0.0005 0.0024 0.0003
O 0.0003 0.0004 0.0008
O 0 0.0001 -0.0017
O 0.0003 0.0001 0.0002
O 0.0001 0.0004 -0.001
O 0 0.0008 0.0015
O 0.0004 0.0002 -0.0008
O -0.0004 0.0015 0.0011
O 0.0001 -0.0001 0.0005
O -0.0003 0.0012 0.0021

The program warned: the cutoff lies below the one the program advises for these potential files; the forces do not sum to zero within the program's tolerance; the exchange-correlation potential is rough where the density is thin.
